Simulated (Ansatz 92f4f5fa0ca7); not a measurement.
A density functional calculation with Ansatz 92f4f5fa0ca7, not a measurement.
Periodic cell of 252 atoms, Si132O88H32, with a vacuum gap, from a study of silicon, its oxide and their interface. The atomic structure is a simulated model.

Settings
functional: r2SCAN
potential files: Ansatz PAW
basis: plane waves
wave-function cutoff: 800 eV
density cutoff ratio: 5
exchange-correlation grid ratio: 1
k mesh: 1 x 1 x 1, shifted by 0.5 0.5 0 of a step
self-consistency stop: 1e-11 eV per atom in the density residual
occupations: fixed
spin: none
net charge: 0
applied field: sawtooth along c, amplitude +0.015 V/angstrom in the program's sign convention, ramp centred at 0.9886 of c and 0.0228 of c wide, no dipole correction

Cell vectors (angstrom)
a	10.887	0	0
b	0	10.887	0
c	0	0	43.8635

Atoms: element, x, y, z (angstrom)
Si	0.2004	-0.2682	30.2717
Si	2.657	2.6129	30.5446
Si	0.4864	4.8507	30.0958
Si	2.2889	8.2985	30.2456
Si	4.7614	0.3462	30.168
Si	7.6664	2.9132	30.0532
Si	5.4329	5.1276	30.3494
Si	8.0368	8.0199	30.0231
Si	1.2548	1.2235	31.734
Si	4.0281	3.9961	31.7921
Si	1.286	6.6195	31.515
Si	3.8619	9.5278	31.5231
Si	6.5885	1.3096	31.3891
Si	9.4748	3.952	31.2818
Si	6.6459	6.802	31.472
Si	9.4106	9.413	31.389
Si	-0.1631	2.6796	32.8606
Si	2.6373	-0.0869	33.0468
Si	-0.1131	8.0487	32.8153
Si	2.6711	5.4467	32.989
Si	5.4323	2.6132	32.9914
Si	8.043	-0.0482	32.721
Si	5.3238	8.1878	32.8275
Si	8.1505	5.4043	32.7207
Si	1.2524	4.0423	34.221
Si	4.0436	1.291	34.3252
Si	1.2483	9.4055	34.2553
Si	4.0428	6.8297	34.2671
Si	6.8291	4.0609	34.1881
Si	9.3942	1.303	34.1761
Si	6.7304	9.5181	34.1689
Si	9.4402	6.733	34.1945
Si	-0.0779	-0.0229	35.5349
Si	2.6622	2.7121	35.5761
Si	-0.0556	5.425	35.5899
Si	2.6754	8.1465	35.6382
Si	5.432	-0.0408	35.6324
Si	8.1392	2.7042	35.5895
Si	5.4542	5.4416	35.5413
Si	8.1111	8.1515	35.5218
Si	1.3166	1.3377	36.9122
Si	4.064	4.089	36.8864
Si	1.3263	6.7735	36.9592
Si	4.0611	9.5098	36.985
Si	6.7855	1.3602	36.9554
Si	9.5074	4.0617	36.959
Si	6.7901	6.8064	36.9201
Si	9.4822	9.5149	36.8907
Si	0.0178	2.7237	6.9439
Si	2.7112	0.0329	6.9422
Si	-0.0064	8.2097	6.9055
Si	2.7465	5.4445	6.9259
Si	5.4257	2.7576	6.9118
Si	8.1775	-0.0019	6.9203
Si	5.4623	8.1603	6.9571
Si	8.17	5.4776	6.9333
Si	1.4017	4.1002	8.2894
Si	4.0924	1.4059	8.2859
Si	1.3744	9.5421	8.2916
Si	4.108	6.7999	8.3004
Si	6.7879	4.1272	8.2685
Si	9.5522	1.3457	8.2756
Si	6.8456	9.5385	8.2987
Si	9.535	6.8813	8.2716
Si	0.0312	0.012	9.6675
Si	2.7784	2.7774	9.6772
Si	0.079	5.5715	9.569
Si	2.7862	8.2048	9.6327
Si	5.4965	0.0478	9.6059
Si	8.1828	2.7532	9.5528
Si	5.4829	5.49	9.6942
Si	8.217	8.221	9.7086
Si	1.4164	1.3854	10.9778
Si	4.137	4.145	11.0718
Si	1.4428	6.8849	11.018
Si	4.1894	9.5562	10.965
Si	6.8565	1.4152	10.9536
Si	9.5529	4.199	10.775
Si	6.8461	6.8704	11.0649
Si	9.5992	9.5681	11.1029
Si	0.0541	2.9152	12.0946
Si	2.8417	0.0415	12.2964
Si	0.1459	8.2504	12.4731
Si	2.8269	5.5648	12.432
Si	5.5393	2.774	12.3697
Si	8.2351	0.1234	12.3803
Si	5.5466	8.2731	12.4598
Si	8.2708	5.4662	12.2783
Si	1.2099	4.3228	13.5732
Si	4.3842	1.1811	13.6417
Si	1.8095	9.4267	13.7499
Si	3.9731	7.1513	13.8067
Si	7.1384	3.9304	13.6522
Si	9.412	1.8591	13.4421
Si	6.6721	9.9235	13.7603
Si	9.9016	6.5257	13.5795
Si	3.0097	2.9639	15.7771
Si	13.2922	0.6936	25.6903
Si	-6.9381	6.7595	28.1637
Si	9.2541	-3.9704	16.5263
Si	8.6956	3.0906	27.2802
Si	21.8778	11.1775	15.5736
Si	13.7872	-7.0704	21.8939
Si	7.1004	16.7003	18.2144
Si	5.2629	-5.6934	15.8837
Si	5.8674	4.1413	22.3185
Si	1.9949	-4.5693	20.2114
Si	-8.6417	-1.8706	21.2666
Si	3.564	11.8644	21.2139
Si	-14.061	-2.6315	19.8858
Si	11.8155	13.2545	17.7346
Si	14.5254	7.7723	23.7601
Si	-11.3236	-3.758	25.457
Si	10.3024	1.8188	20.2848
Si	12.4373	3.224	24.4407
Si	0.0245	-9.8491	27.4378
Si	-2.4195	-1.1763	16.2895
Si	-1.3473	5.983	28.082
Si	-11.6764	1.6285	23.3307
Si	19.0208	11.1167	18.9111
Si	-4.9431	-1.6681	28.0848
Si	-3.4618	13.626	24.3482
Si	6.2536	1.5632	20.6145
Si	19.9187	6.3991	22.993
Si	-5.1447	0.5453	23.1932
Si	-0.151	-0.6902	25.0641
Si	4.9132	-11.949	25.4253
Si	13.2346	-4.9869	25.6112
Si	-1.9341	4.6305	20.2427
Si	-4.5223	-3.8737	22.3578
Si	11.1397	16.1994	18.0802
Si	10.496	7.9026	21.0706
O	-3.9076	8.048	21.3014
O	-11.7	-5.6184	19.2839
O	-0.5528	-2.2342	24.9615
O	-10.598	-7.0521	17.4047
O	-4.3042	4.1134	29.7903
O	-1.6121	3.063	20.3594
O	1.2227	9.4448	29.7514
O	1.7421	3.9099	22.9969
O	7.3349	-1.9173	28.8758
O	4.0768	-6.7587	15.9873
O	-1.0492	-0.826	15.5376
O	12.5611	-5.0744	18.7009
O	7.9016	2.9212	25.8775
O	8.824	6.7984	29.2746
O	10.6653	0.6202	28.9721
O	0.0909	5.4001	14.0997
O	-2.1587	4.6633	27.6379
O	5.4891	0.0919	14.1517
O	3.6962	1.7272	15.013
O	2.8629	8.2761	14.2831
O	4.6753	6.5279	15.1579
O	0.6928	2.1357	19.3272
O	11.4759	17.4923	20.9728
O	10.4969	1.4397	14.5759
O	6.4765	4.6035	14.9853
O	6.9555	-3.598	18.8435
O	28.4358	-10.337	21.8479
O	10.7254	6.4538	17.0066
O	16.6316	5.4438	17.4151
O	9.1678	7.0647	14.9299
O	-15.0154	-17.7152	23.678
O	8.28	2.8413	14.131
O	9.9068	6.0635	24.3276
O	4.3188	14.7594	22.6613
O	13.6712	-5.7932	20.9109
O	6.3362	-7.8346	21.2268
O	15.647	1.1672	20.1418
O	8.1764	0.0493	17.3076
O	16.9636	9.6345	26.5287
O	9.5608	11.4274	19.6095
O	13.6139	13.251	21.1762
O	-7.8723	6.341	24.1916
O	-0.1705	1.5592	21.8297
O	18.3608	9.7823	19.4967
O	28.945	1.4571	19.3083
O	5.6948	-0.8235	24.0242
O	5.0057	7.5665	22.9608
O	-7.4609	-15.6869	26.7965
O	-3.5963	-1.4146	15.2123
O	24.5377	29.5428	20.3116
O	0.3108	1.0615	16.9817
O	-1.5589	-2.9048	19.9431
O	-0.6539	-10.9738	26.4852
O	-6.9919	0.111	25.9051
O	2.5791	-8.8627	24.7815
O	-4.8649	5.5972	21.6603
O	7.5546	15.7192	19.4277
O	-5.7194	-11.3248	28.7921
O	7.5218	-4.1376	23.4654
O	-6.391	5.5616	29.0893
O	0.0919	2.5236	24.3644
O	1.785	3.5212	14.8739
O	-2.1038	8.3554	17.1133
O	3.6977	1.5603	29.7506
O	2.7516	-3.3021	28.8547
O	11.9837	-4.0119	25.8534
O	3.9709	-2.353	25.1531
O	-2.2512	2.2984	23.3713
O	-1.1819	7.7646	22.4521
O	11.5156	-1.729	21.0836
O	-8.4219	-8.4157	17.2264
O	10.1909	2.4693	27.1833
O	-9.111	-6.5007	25.5397
O	1.614	1.1125	27.0641
O	2.7916	10.4867	20.8709
O	8.2427	5.7944	17.0699
O	-1.909	5.3122	21.7462
O	12.2849	10.3561	15.0503
O	-0.8763	0.1049	23.861
O	10.9901	5.5048	28.636
O	9.6015	6.9612	26.8125
O	-4.6254	-9.2622	24.2721
O	2.6398	8.6192	22.7965
O	-6.6616	0.8405	22.6938
O	1.6273	3.6843	29.7624
O	5.1626	7.8095	28.0331
O	7.976	2.345	28.5375
O	1.4576	-0.423	24.9686
H	0.5219	2.1858	37.8446
H	2.1653	0.5437	37.8446
H	3.254	4.9224	37.8188
H	4.895	3.2765	37.8188
H	0.5357	7.6254	37.8916
H	2.1749	5.9794	37.8916
H	4.8982	8.7036	37.9175
H	3.2574	10.3493	37.9175
H	5.975	2.1931	37.8878
H	7.6162	0.5474	37.8878
H	8.7093	4.9065	37.8915
H	10.3469	3.2579	37.8915
H	5.9763	7.6362	37.8525
H	7.6272	6.0002	37.8525
H	8.6808	10.3566	37.8231
H	10.3318	8.7219	37.8231
H	-0.8216	3.5274	6.0114
H	0.8125	1.8756	6.0114
H	1.8625	0.827	6.0097
H	3.5148	-0.8066	6.0097
H	0.7841	7.3578	5.973
H	-0.8561	9.0027	5.973
H	1.8979	6.2386	5.9934
H	3.5565	4.6111	5.9934
H	4.5947	3.5701	5.9794
H	6.2362	1.9247	5.9794
H	8.9789	-0.8436	5.9879
H	7.3469	0.8109	5.9879
H	4.6252	8.9665	6.0247
H	6.276	7.3306	6.0247
H	8.968	4.6327	6.0009
H	7.3328	6.2837	6.0009

Results
free energy: -135126.277 eV
free energy less fixed offsets of H -15.71, O -570.45, Si -639.56 eV per atom: -2.037 eV

Forces (eV/angstrom), in the order of the atoms: element, x, y, z
Si	0.004	-0.0073	0.0394
Si	0.0055	0.0017	0.0209
Si	0.0042	0.003	0.0412
Si	0.0015	0.0019	0.034
Si	0.0003	0.0034	0.0369
Si	-0.0047	0.0024	0.038
Si	0.0012	-0.0011	0.0299
Si	0.0016	-0.0001	0.0355
Si	0.0023	-0.0048	-0.0098
Si	0.0016	-0.0059	-0.0171
Si	-0.0012	0.0011	-0.0207
Si	-0.0043	0.0025	-0.0209
Si	-0.0072	0.0019	-0.0161
Si	-0.0027	0.0007	-0.0095
Si	0.0001	-0.0031	-0.0112
Si	-0.001	-0.0049	-0.0136
Si	0.0036	0.0025	0.0113
Si	0.0082	0.0028	0.0042
Si	0.008	-0.0041	0.0068
Si	-0.0018	0.0055	0.0102
Si	-0.0094	-0.0016	0.0085
Si	-0.0012	0.006	0.01
Si	-0.0095	0.0029	0.0118
Si	0.0013	-0.0035	0.0054
Si	0.0077	-0.0051	0.017
Si	-0.0111	-0.0053	0.0045
Si	-0.0052	-0.0132	0.0133
Si	-0.0076	-0.0024	0.0126
Si	-0.013	-0.0058	0.0211
Si	-0.0123	-0.0132	0.0223
Si	-0.0183	-0.0126	0.0257
Si	0.0032	-0.005	0.0186
Si	0.0267	0.0087	0.1729
Si	0.0066	0.0029	0.165
Si	-0.0214	0.0194	0.195
Si	0.0042	0.0024	0.1974
Si	0.0071	0.0028	0.1989
Si	0.0008	0.0149	0.1992
Si	-0.0097	-0.0044	0.1617
Si	0.0085	0.008	0.166
Si	-0.0575	0.0155	0.2092
Si	-0.0202	0.0055	0.2528
Si	0.0041	0.0142	0.3826
Si	-0.0459	-0.0124	0.3567
Si	-0.0476	-0.0199	0.3735
Si	-0.0074	-0.0285	0.2912
Si	-0.0345	-0.0153	0.2604
Si	-0.0882	-0.0106	0.3101
Si	0.0152	0.0073	-0.2719
Si	0.0466	-0.0311	-0.2627
Si	0.0271	0.0076	-0.3313
Si	0.011	0.0056	-0.32
Si	0.068	0.0235	-0.3269
Si	0.0417	-0.032	-0.3554
Si	0.0698	0.0442	-0.2661
Si	-0.0049	0.0336	-0.259
Si	-0.0522	0.0442	-0.1825
Si	0.0388	-0.058	-0.1913
Si	0.0201	-0.0182	-0.1888
Si	-0.0249	0.0157	-0.1878
Si	0.0238	-0.0376	-0.1838
Si	-0.0213	0.024	-0.1759
Si	-0.013	-0.0075	-0.1834
Si	-0.0008	-0.0129	-0.1916
Si	-0.0038	0.0014	-0.0268
Si	0.0051	0.0098	-0.0282
Si	0.0007	-0.011	-0.0077
Si	-0.0007	0.0068	-0.0122
Si	0.008	0.0181	-0.0071
Si	0.0079	0.01	-0.0051
Si	0.0165	0.0126	-0.0253
Si	0.0139	0.0151	-0.0235
Si	-0.0065	0.0021	-0.0132
Si	0.001	-0.0023	-0.0121
Si	-0.0081	-0.0009	-0.0059
Si	0.0002	-0.0002	-0.0043
Si	0.004	-0.0023	-0.0063
Si	-0.0017	-0.0009	-0.0043
Si	0.0038	-0.0067	-0.0091
Si	-0.001	-0.0008	-0.0087
Si	-0.0057	0.0124	0.0165
Si	0.0088	-0.0053	0.0094
Si	0.0083	-0.0042	0.0117
Si	-0.0101	0.0084	0.0072
Si	0.0098	-0.007	0.0113
Si	-0.0038	0.0126	0.0125
Si	-0.0067	0.0104	0.0145
Si	0.0087	-0.0082	0.0182
Si	-0.0022	-0.0127	0.0263
Si	-0.0083	0.0038	0.0299
Si	-0.0105	0.0094	0.0258
Si	0.0084	-0.0049	0.0282
Si	-0.0032	0.0126	0.0301
Si	0.0105	-0.009	0.0276
Si	0.0115	-0.0062	0.0308
Si	-0.0156	0.005	0.0319
Si	-0.0057	0.0039	0.0681
Si	-0.0048	-0.0017	0.0493
Si	0.002	0.0031	0.0685
Si	0.0035	-0.0113	0.0716
Si	0.0012	0.0044	0.0704
Si	-0.0137	0.006	0.0691
Si	-0.0059	-0.0077	0.0546
Si	0.0121	0.0064	0.0849
Si	0.0048	-0.0042	0.0743
Si	0.0011	-0.0005	0.0509
Si	0.0134	0.0071	0.0633
Si	0.0007	0.004	0.0504
Si	0.0036	-0.0028	0.051
Si	0.0057	-0.0027	0.0659
Si	-0.0177	0.0118	0.0839
Si	-0.0011	-0.006	0.0581
Si	0	0.0038	0.0638
Si	-0.0052	-0.0009	0.0745
Si	0.0065	-0.0039	0.0539
Si	-0.0092	0.0025	0.0648
Si	0.0061	0.0094	0.08
Si	0.0007	-0.0012	0.0697
Si	-0.0024	-0.0023	0.0704
Si	-0.0078	0.0135	0.0464
Si	0.0022	0.0031	0.0656
Si	0.0114	-0.0019	0.0656
Si	-0.0114	0.0023	0.063
Si	0.0077	0.0017	0.0637
Si	0.0017	-0.0098	0.0564
Si	0.0018	-0.0001	0.0564
Si	0.0116	0.0002	0.0662
Si	0.0094	0.0062	0.0608
Si	-0.0007	-0.0034	0.0704
Si	-0.0114	-0.0043	0.0502
Si	0.0104	0.0026	0.0661
Si	0.0046	0.0015	0.0501
O	0.0138	0.0088	-0.0441
O	0.018	0.003	-0.0421
O	-0.0001	0.0006	-0.0308
O	0.0046	-0.0093	-0.032
O	0.0034	-0.0057	-0.0201
O	0.0027	0.0031	-0.0193
O	-0.005	0.0033	-0.0106
O	0.0129	0.0033	-0.0332
O	-0.0118	0.0054	-0.0229
O	-0.0012	-0.0013	-0.0241
O	0.0099	0.0017	-0.0314
O	-0.0155	-0.0117	-0.0357
O	-0.0141	-0.0052	-0.0534
O	0.0094	-0.0099	-0.0302
O	-0.0015	0.0114	-0.0468
O	0.0057	0	-0.0185
O	-0.0008	-0.0069	-0.0175
O	-0.0041	0.0045	-0.0172
O	0.0141	-0.0152	-0.0433
O	0.0009	-0.0003	-0.0145
O	-0.0168	0.0184	-0.0451
O	0.0152	0.0054	-0.0463
O	0.0068	-0.0069	-0.0199
O	-0.0144	0.0116	-0.0332
O	0.0127	-0.011	-0.0416
O	-0.0051	-0.0178	-0.042
O	0.0049	0.0062	-0.0361
O	-0.0128	0.0133	-0.0418
O	-0.0184	-0.0061	-0.0538
O	0.0101	-0.0044	-0.0554
O	-0.0097	0.0085	-0.0304
O	-0.0002	0.0029	-0.0199
O	-0.0141	-0.0064	-0.0426
O	0.0021	-0.0004	-0.018
O	-0.0056	0.0113	-0.0304
O	0.0054	-0.0133	-0.0231
O	0.006	-0.0004	-0.0061
O	0.0065	-0.0196	-0.0725
O	-0.0112	0.0052	-0.0475
O	-0.0071	-0.0074	-0.0257
O	0.0009	-0.0061	-0.019
O	0.007	0.0081	-0.0315
O	0.0006	0.0031	-0.0499
O	0.0065	0.0068	-0.0254
O	0.0126	-0.0093	-0.0313
O	0.007	0.0117	-0.0342
O	0.0183	-0.0046	-0.0257
O	-0.0171	-0.0097	-0.0485
O	-0.022	0.0031	-0.0549
O	0.0002	-0.015	-0.024
O	-0.0023	-0.0206	-0.0396
O	-0.0119	0.0024	-0.0348
O	0.0012	-0.0112	-0.0305
O	0.0009	-0.0011	-0.0163
O	-0.0016	0.0116	-0.0291
O	0.0044	-0.0001	-0.0277
O	-0.0117	0.0112	-0.0394
O	0.0079	-0.012	-0.0315
O	-0.0023	-0.0006	-0.0376
O	-0.0121	0.0119	-0.026
O	-0.0041	-0.0028	-0.02
O	-0.0109	0.0149	-0.0392
O	-0.001	0.0041	-0.033
O	-0.0012	-0.0042	-0.0055
O	0.0087	-0.0104	-0.0342
O	-0.0011	-0.0007	-0.025
O	-0.0053	-0.0083	-0.0248
O	0.0062	-0.0032	-0.0163
O	0.0064	0.0048	-0.0363
O	-0.0089	-0.0049	-0.0173
O	0.0178	0.0049	-0.0486
O	0.0029	-0.0011	-0.0254
O	-0.0026	-0.012	-0.0238
O	0.0143	-0.0033	-0.0267
O	0.0007	0.0012	-0.0166
O	0.0084	0.006	-0.0292
O	0.0006	-0.0162	-0.0441
O	0.0163	-0.0162	-0.041
O	-0.0027	0.012	-0.0272
O	-0.0118	0.0062	-0.0315
O	0.01	0.0083	-0.049
O	-0.0052	-0.0058	-0.0258
O	-0.0121	0.0087	-0.0419
O	-0.0061	0.002	-0.0346
O	-0.006	0.0023	-0.01
O	0.0006	0.0033	-0.0114
O	0.0099	0.002	-0.0415
O	-0.0037	-0.0044	-0.0265
H	0.2286	-0.3989	-0.2731
H	-0.3607	0.1743	-0.3198
H	0.3502	-0.2709	-0.2867
H	-0.3237	0.2429	-0.2955
H	0.207	-0.3313	-0.2431
H	-0.4232	0.2035	-0.2293
H	-0.3997	0.2155	-0.2386
H	0.3031	-0.2651	-0.2448
H	0.2425	-0.3374	-0.2422
H	-0.2716	0.3414	-0.2344
H	0.1878	-0.3638	-0.2594
H	-0.3208	0.3106	-0.2511
H	0.2689	-0.3375	-0.2944
H	-0.2572	0.2926	-0.2961
H	0.211	-0.4034	-0.2641
H	-0.3149	0.2078	-0.3037
H	0.2845	-0.2205	0.2898
H	-0.2777	0.4257	0.2398
H	0.3894	-0.3097	0.2538
H	-0.1897	0.2891	0.2678
H	-0.2046	0.2561	0.2816
H	0.4778	-0.2279	0.2342
H	0.2792	-0.1741	0.3007
H	-0.3215	0.4239	0.244
H	0.3585	-0.3807	0.2431
H	-0.1893	0.287	0.2823
H	-0.3357	0.3849	0.2357
H	0.2552	-0.2133	0.3012
H	0.2773	-0.1945	0.2865
H	-0.3265	0.3704	0.2444
H	-0.2027	0.3019	0.2859
H	0.3966	-0.2952	0.227

The program warned: the cutoff lies below the one the program advises for these potential files; the forces do not sum to zero within the program's tolerance; empty levels may hold ghost states of the PAW files; the exchange-correlation potential is rough where the density is thin.
